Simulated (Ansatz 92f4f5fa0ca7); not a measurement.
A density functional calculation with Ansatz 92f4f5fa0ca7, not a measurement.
Periodic cell of 186 atoms, Si104O82, from a study of silicon, its oxide and their interface. The atomic structure is a simulated model.

Settings: functional r2SCAN; potential files Ansatz norm-conserving; basis plane waves; wave-function cutoff 1300 eV; density cutoff ratio 4; exchange-correlation grid ratio 1; k mesh 2 x 2 x 1, shifted by 0.5 0.5 0.5 of a step; self-consistency stop 5e-08 eV per atom in the density residual; occupations Fermi-Dirac, 0.05 eV; spin none; net charge 0.

Cell vectors (angstrom)
a, 11.5403, 0, 0
b, 0, 11.5403, 0
c, -5.1873, -3.9194, 27.0826

Atoms and the computed forces on them: element, x, y, z (angstrom), force x, y, z (eV/angstrom)
Si, -2.0263, 2.1079, 0.6899, -0.1428, -0.3156, -0.1182
Si, -2.0855, 6.4138, 1.1644, -0.0197, -0.1622, -0.3458
Si, -2.1142, 10.4953, 0.6727, -0.1103, 0.2914, -0.1493
Si, 1.8236, 1.583, 0.6878, 0.0812, -0.1276, -0.5012
Si, 1.36, 5.5747, 0.8259, -0.2181, 0.8631, -0.4708
Si, 1.4445, 10.0095, 0.8688, -0.3106, 0.1159, -0.2727
Si, 5.4185, 3.0635, 0.7239, 0.105, 0.0738, -0.6661
Si, 5.4926, 6.1555, 1.1722, 0.0866, -0.126, -0.963
Si, 5.5859, 9.1809, 0.4844, -0.1496, -0.1688, -0.5898
Si, -0.0876, 2.2401, 2.0709, -0.0537, -0.2622, -0.2067
Si, -0.1956, 6.19, 2.4483, 0.0278, -0.2095, -0.0462
Si, -0.3676, 10.0497, 2.3017, 0.0513, 0.0007, -0.3448
Si, 3.6609, 2.1486, 2.1205, -0.0696, 0.1588, -0.2135
Si, 3.42, 5.9114, 2.23, -0.2086, -0.018, -0.1887
Si, 3.6035, 9.706, 1.8525, -0.1035, 0.0477, -0.299
Si, 7.436, 2.4161, 1.9209, 0.1524, 0.0646, -0.2533
Si, 7.456, 6.2686, 2.3928, 0.0653, 0.0245, -0.1593
Si, 7.3983, 9.9279, 1.8866, 0.3918, 0.027, -0.1894
Si, -0.1163, 4.132, 3.5288, -0.052, -0.2015, -0.0347
Si, -0.2415, 8.1625, 3.6751, -0.0688, 0.2835, 0.0506
Si, -0.2147, 11.9247, 3.5963, 0.032, 0.0819, 0.1201
Si, 3.5679, 4.0221, 3.5304, -0.0105, -0.1803, 0.1957
Si, 3.4955, 7.9911, 3.4562, -0.1317, -0.0011, -0.0315
Si, 3.6826, 11.6507, 3.3518, 0.005, -0.0858, 0.0496
Si, 7.4899, 4.2044, 3.4891, 0.0784, -0.0712, 0.016
Si, 7.4503, 8.2347, 3.5796, -0.0228, 0.0459, 0.1457
Si, 7.368, 11.8856, 3.3061, 0.0842, 0.0536, -0.1112
Si, 9.444, 4.1812, 4.7884, -0.1035, -0.0929, -0.0708
Si, 9.3536, 8.1415, 4.9624, 0.0283, -0.0911, -0.0183
Si, 9.3102, 11.874, 4.8222, 0.1768, 0.0253, -0.1962
Si, 1.735, 4.0734, 4.9457, 0.1723, 0.1659, -0.0205
Si, 1.7057, 8.1484, 4.98, 0.047, -0.0933, -0.0005
Si, 1.7754, 11.7333, 4.8751, -0.0996, 0.1471, -0.1979
Si, 5.5177, 4.1285, 4.8094, -0.1635, -0.0519, 0.0266
Si, 5.4373, 8.0953, 4.8396, 0.0958, -0.0707, 0.0691
Si, 5.5229, 11.7407, 4.8102, -0.0061, 0.0473, -0.0468
Si, 9.4025, 2.2785, 6.1105, -0.093, -0.0808, 0.1337
Si, 9.4443, 6.1174, 6.1295, 0.0058, 0.092, 0.0701
Si, 9.3284, 10.0155, 6.3686, 0.0395, -0.0955, 0.0033
Si, 1.7503, 2.1121, 6.2108, 0.0459, -0.0246, 0.1491
Si, 1.7656, 6.1052, 6.1353, -0.0837, 0.1326, 0.0507
Si, 1.7217, 9.9717, 6.5036, -0.0243, -0.0651, 0.0441
Si, 5.5037, 2.1604, 6.098, 0.0163, -0.1844, -0.0578
Si, 5.433, 6.1085, 6.0979, 0.0949, 0.0281, 0.0292
Si, 5.4607, 9.9185, 6.3884, 0.0213, -0.0275, -0.0434
Si, -0.2165, 2.2712, 7.4885, 0.0094, -0.2073, -0.264
Si, -0.113, 6.1136, 7.4758, -0.0258, 0.0879, -0.2968
Si, -0.3046, 9.9353, 7.8067, 0.1208, 0.0906, 0.1457
Si, 3.665, 2.0011, 7.5658, 0.0914, -0.0818, -0.149
Si, 3.5747, 6.1037, 7.6169, 0.0326, 0.1661, -0.0639
Si, 3.6341, 9.8425, 7.9863, -0.1448, 0.1032, 0.2297
Si, 7.4491, 2.2433, 7.375, 0.0133, -0.0522, -0.4084
Si, 7.4214, 6.1467, 7.2933, -0.16, -0.0219, -0.3807
Si, 7.4028, 9.9976, 7.7641, 0.0568, 0.0031, 0.1311
Si, -0.0114, 4.2291, 8.8041, 0.1042, -0.1082, 0.3887
Si, -0.1639, 7.8032, 9.0649, -0.1182, -0.2568, 0.2654
Si, -0.4001, 12.0282, 8.9651, -0.1096, 0.1479, 0.2762
Si, 3.7063, 4.0246, 8.6352, -0.0326, -0.0136, 0.2833
Si, 3.5095, 7.7671, 9.4099, 0.2934, -0.442, 0.3166
Si, 3.6548, 11.8577, 9.3355, 0.0034, 0.1653, 0.1801
Si, 7.5223, 4.2241, 8.5198, -0.2683, 0.0936, 0.2456
Si, 7.3514, 7.8566, 8.8367, -0.0099, -0.0152, 0.0134
Si, 7.4092, 12.1307, 8.9781, 0.1115, 0.022, 0.1818
Si, 9.4424, 4.3648, 9.7881, -0.1, 0.1319, 1.1195
Si, 9.2945, 7.3452, 9.9946, -0.0608, -0.2, 0.7436
Si, 9.2629, 12.8926, 10.2987, 0.1087, 0.0136, 0.796
Si, 1.9693, 3.6828, 10.1506, 0.1833, -0.265, 0.4046
Si, 1.437, 7.3465, 11.0197, -0.1664, 0.9008, 0.0281
Si, 1.4557, 12.1866, 10.3269, -0.2867, 0.1586, 0.3765
Si, 5.6558, 4.2131, 9.8892, 0.0919, 0.0368, 0.8614
Si, 5.6689, 7.2839, 10.4264, 0.2267, -0.36, 0.6361
Si, 5.6998, 12.7226, 10.5075, 0.2086, 0.322, 0.7104
Si, 2.3001, 11.2076, 14.5929, 0.018, -0.1191, -0.058
Si, 5.3004, 3.6569, 15.9393, 0.076, 0.1295, -0.0661
Si, 9.027, 9.1272, 12.5889, -0.1755, -0.2346, 0.2094
Si, 0.7357, 5.7671, 24.4387, -0.0373, 0.033, -0.2438
Si, 5.4822, 4.1981, 21.6624, -0.1401, -0.0705, 0.0952
Si, 6.6341, 7.9961, 13.3625, 0.2486, -0.1082, 0.3794
Si, 9.5835, 7.7051, 20.6866, -0.119, -0.0601, 0.131
Si, 7.6939, 11.8798, 12.6868, 0.0619, -0.1775, 0.0644
Si, 7.5167, 0.7576, 18.392, 0.0578, 0.0039, 0.0399
Si, 1.2649, 2.9085, 21.6106, 0.2771, -0.0086, 0.1886
Si, 8.8095, 1.9352, 25.2528, 0.0731, 0.0712, -0.474
Si, 4.6092, 9.2546, 15.1723, -0.0082, -0.0232, 0.0334
Si, 4.6768, 6.3235, 14.6744, 0.2224, 0.0228, 0.2158
Si, 0.5806, 7.4186, 22.0608, 0.0388, -0.0163, 0.0562
Si, 2.3569, 5.0809, 12.8436, 0.2762, -0.2782, 0.3986
Si, 7.8681, 5.225, 20.1579, -0.0903, 0.0296, 0.0358
Si, 5.6454, 4.6727, 26.3743, -0.0232, 0.1099, -0.1301
Si, 2.2282, 1.0967, 17.0838, -0.0546, 0.0167, 0.0294
Si, 2.6747, 2.6429, 14.6736, 0.0858, 0.0541, 0.0115
Si, -0.7336, 3.249, 23.4742, 0.0331, -0.0491, 0.11
Si, 6.0663, 3.4531, 18.8917, -0.2945, -0.0123, -0.0653
Si, 5.0462, -0.121, 17.1267, -0.0588, -0.1164, -0.0237
Si, 0.4878, 10.0268, 12.5161, -0.0652, 0.1467, 0.1646
Si, -1.7301, -0.9401, 19.9325, 0.0206, 0.0697, 0.1253
Si, 2.8088, 5.3337, 22.4045, 0.2017, 0.0251, -0.1373
Si, 5.2645, 0.4893, 26.2704, -0.1765, -0.0892, -0.4219
Si, -1.245, 9.5644, 22.5101, -0.0201, 0.1356, 0.0914
Si, 10.2587, 3.3365, 20.6778, -0.2283, 0.1095, 0.0739
Si, -1.6992, -1.0896, 25.532, -0.0715, -0.1146, -0.0853
Si, 6.0662, 2.4569, 24.1485, 0.0477, 0.0343, -0.3838
Si, 0.3006, 1.1057, 19.5609, 0.1786, -0.0099, -0.1049
Si, 7.0868, 1.4386, 15.5685, -0.0805, 0.1949, -0.0833
O, -0.2644, -0.4094, 19.4474, -0.1722, 0.1838, 0.1315
O, -1.6712, 2.8808, -0.7509, 0.1765, 0.3373, 0.5345
O, 0.5956, 5.9179, 26.0459, -0.0448, -0.2752, 0.442
O, -2.2595, 12.0852, 0.2715, 0.1415, -0.2366, 0.3902
O, -1.414, 2.7269, 24.8117, -0.0571, -0.0832, 0.0346
O, 5.6122, 4.6975, 0.3631, -0.2056, -0.2885, 0.6426
O, -1.41, 9.9448, 24.0422, -0.0344, 0.0354, 0.0392
O, 0.3612, 4.4696, -0.0153, 0.3526, 0.3123, 0.1243
O, 0.3782, 7.1508, 23.6689, 0.0733, -0.1631, -0.1883
O, 1.908, 6.4909, -0.4406, -0.1942, -0.4372, 0.2382
O, 0.8249, 9.0493, -0.344, -0.1329, 0.0338, 0.2869
O, -2.2084, 0.4374, 25.483, 0.0485, -0.0392, 0.0795
O, 5.0822, 3.5809, 20.1934, 0.3582, 0.1612, 0.0434
O, 5.5707, 7.5269, 0.1993, -0.122, 0.2284, 0.5993
O, 4.8891, 2.5435, -0.7617, -0.0318, 0.218, 0.418
O, 2.0096, 6.6275, 21.7075, -0.2082, -0.1434, 0.2105
O, 9.7019, 8.9855, 19.6571, 0.0263, 0.0753, 0.2122
O, 2.1104, 2.4659, 16.192, 0.1993, -0.2916, -0.1467
O, -2.9298, -0.1009, 19.2225, 0.0533, 0.002, -0.0125
O, 10.4947, 9.684, 12.9428, 0.108, 0.0045, -0.2444
O, 4.084, 7.7106, 15.3095, 0.1915, 0.0354, -0.2127
O, 4.4402, 5.3665, 22.2105, -0.1043, -0.2618, -0.0441
O, 0.8014, 11.313, 11.571, 0.2591, -0.0433, -0.045
O, 8.9862, 12.3715, 11.8379, -0.0482, 0.0493, -0.3578
O, 8.0358, 1.0834, 16.859, -0.3498, -0.0089, 0.1299
O, 5.9841, 9.1751, 14.303, -0.1349, -0.209, -0.075
O, 1.2082, 8.7854, 11.7747, 0.0543, -0.3099, 0.0506
O, 1.3145, 6.2581, 12.3407, 0.1242, 0.5441, -0.9466
O, 1.8378, -0.166, 16.1389, 0.2554, 0.2708, -0.1222
O, 9.3764, 2.9782, 10.7001, -0.0427, -0.3907, -0.7939
O, 5.7267, 5.6328, 10.7806, -0.2837, 0.3704, -0.5593
O, 6.2488, 12.143, 11.9743, -0.0778, 0.1418, -0.4845
O, 6.0948, 8.1004, 11.8163, -0.2104, -0.3307, -0.3164
O, 6.1048, 6.5825, 13.9534, -0.2751, 0.2968, -0.105
O, 5.6743, 2.8345, 10.8408, -0.1373, -0.4522, -0.6724
O, 1.0971, 10.3846, 13.9486, 0.0972, 0.0195, -0.3056
O, 1.1575, 1.3505, 18.2317, -0.0194, -0.055, 0.079
O, 9.2037, 4.3242, 20.0214, -0.0476, 0.0073, 0.1079
O, 3.6058, 5.7967, 13.5823, -0.2004, -0.1555, -0.1738
O, 9.1713, 8.5373, 11.1063, 0.0452, -0.2132, 0.095
O, 4.243, 3.007, 14.8858, -0.1619, 0.0098, 0.1284
O, 6.7551, 3.0488, 15.4812, -0.2429, -0.283, 0.2299
O, 9.2844, 5.7928, 10.6887, 0.1677, 0.2303, -1.0097
O, 7.9142, 10.2838, 12.7081, 0.0241, 0.1428, -0.0771
O, 1.5539, 0.0023, 0.2854, 0.1373, 0.2649, 0.5159
O, 1.594, 2.2168, 10.8362, 0.1253, 0.1746, -0.5728
O, 7.7558, 0.963, 14.1835, -0.1209, -0.1073, -0.2236
O, 5.3444, 1.1105, 24.7482, 0.1596, -0.0468, 0.6349
O, 5.1732, 3.3112, 17.537, 0.1988, -0.0034, -0.0128
O, 0.2888, 9.0598, 22.0751, -0.3717, -0.2458, -0.0085
O, 2.7299, 4.4306, 11.4106, -0.2359, -0.0015, -0.0463
O, 1.9075, 3.8419, 13.8508, 0.227, 0.1953, -0.2127
O, 8.2775, 7.9836, 13.505, -0.1999, 0.3395, -0.5007
O, 7.086, 2.1796, 19.0822, -0.0496, -0.0334, -0.1552
O, 4.6827, 5.9886, 26.2563, 0.1782, -0.2819, 0.4581
O, -0.3836, 4.7863, 23.8021, 0.1627, -0.0923, 0.0318
O, 9.2526, 8.3374, 22.1674, 0.4321, 0.1559, -0.3895
O, 2.5477, 1.167, 13.9528, -0.0452, 0.0164, 0.2853
O, 6.9608, 4.9024, 21.4896, -0.0418, -0.101, -0.3176
O, 4.7723, 9.8783, 16.6687, 0.0209, 0.2768, -0.1452
O, -2.2081, 5.2695, -0.0047, 0.2975, 0.2294, 0.1458
O, 5.0355, 5.2548, 15.8388, -0.0623, -0.1657, -0.2118
O, 1.3465, 1.517, 20.7677, -0.3365, 0.1606, -0.0905
O, 6.9502, 4.8373, 18.8627, 0.0726, -0.1819, 0.2554
O, 5.6703, 0.6521, 15.8232, 0.1867, 0.0417, 0.201
O, 2.5731, 3.8333, 21.7576, -0.2813, 0.1375, 0.1277
O, 3.7221, 0.6962, 17.6257, -0.0386, -0.0067, -0.1743
O, -0.5331, 6.8977, 20.9442, -0.073, 0.2504, 0.1774
O, -1.5501, 7.8096, 0.4641, -0.0525, -0.3584, -0.1037
O, 8.5944, -1.8326, 26.2553, -0.036, 0.1135, 0.4037
O, 7.6543, 2.1038, 24.1169, -0.0003, 0.0117, 0.4617
O, 6.1553, -0.1427, 18.306, 0.089, 0.2286, -0.1934
O, 9.7765, 3.0305, 22.2178, 0.3573, 0.1125, -0.1473
O, 3.6048, 10.2618, 14.3884, -0.037, 0.0657, 0.172
O, 8.3805, 6.7586, 20.174, 0.1711, -0.092, 0.0322
O, 2.2516, 5.3183, 23.9547, -0.2513, 0.045, -0.137
O, 0.2229, 3.941, 20.8641, -0.1323, -0.36, 0.0683
O, 5.5688, 2.9089, 22.6715, 0.0937, 0.1728, 0.1544
O, 5.7254, 3.7432, 25.0732, 0.0275, -0.0014, 0.2183
O, 10.4949, 2.0372, 19.7206, 0.1896, -0.0099, 0.1462
O, -1.7147, 10.8202, 21.5642, 0.1322, -0.3672, -0.1708
O, 0.6707, 2.5014, 23.0883, -0.2249, 0.3436, -0.3246

Results
free energy: -50295.374 eV
free energy less fixed offsets of O -463.61, Si -117.95 eV per atom: -12.554 eV
pressure: -1.81 GPa
stress xx, yy, zz, yz, xz, xy (GPa, positive in tension): 1.63, 2.16, 1.65, -0.21, 0.15, -0.24
